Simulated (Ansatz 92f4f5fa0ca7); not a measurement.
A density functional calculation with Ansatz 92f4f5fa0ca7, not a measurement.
Periodic cell of 225 atoms, Si132O91B2, from a study of silicon, its oxide and their interface. The atomic structure is a simulated model.
Doubt: the cutoff is far below the 930 eV that the study's wrapper takes by default for these files, so forces and energies are approximate.
This geometry differs little from another in the collection (a relaxation step or a small displacement).

Settings
functional: PBE
potential files: Ansatz PAW
basis: plane waves
wave-function cutoff: 580 eV
density cutoff ratio: 5
exchange-correlation grid ratio: 1
k mesh: 1 x 1 x 1, Gamma-centred
self-consistency stop: 5e-08 eV per atom in the density residual
occupations: fixed
spin: none
net charge: 0

Cell vectors (angstrom)
a 10.938 0 0
b 0 10.938 0
c 0 0 31.9494

Atoms and the computed forces on them: element, x, y, z (angstrom), force x, y, z (eV/angstrom)
Si 10.6122 0.0364 24.4303 0.005 0.0044 0.0023
Si 5.0711 0.1698 24.6621 -0.0014 0 0.0019
Si 2.7999 2.3189 24.526 -0.0045 -0.0002 0.0015
Si 8.5615 2.4739 24.5611 0.0003 0.0027 0.0033
Si 10.7039 5.6231 24.3385 -0.0068 -0.0044 0.0039
Si 5.1448 5.646 24.4458 0.0021 0.0029 0.0004
Si 2.9741 7.9856 24.3923 0.0008 0.0044 0.0059
Si 8.414 7.8659 24.4152 -0.003 -0.0043 0.0004
Si 1.2869 1.1533 25.8479 -0.0021 -0.0007 0.0025
Si 6.81 1.362 25.7447 0.0058 0.0008 -0.0012
Si 3.9741 4.036 25.7242 -0.002 0.0031 0.0006
Si 9.6843 4.0529 25.8504 0.0021 0.001 0
Si 1.335 6.8231 25.672 0.0047 0.002 -0.0018
Si 6.7995 6.7468 25.7441 -0.0005 0 0.004
Si 3.999 9.4958 25.9401 0.0001 -0.0041 0.0008
Si 9.4747 9.4683 25.8096 0.0027 0.0023 -0.0006
Si 2.6345 -0.1183 27.2873 -0.0051 0 0.0008
Si 8.1293 -0.0452 27.1505 -0.0123 -0.004 0.0019
Si 0.0688 2.6766 27.2101 0.003 0.0033 0.0001
Si 5.4402 2.7444 27.1132 0.0021 0.0055 -0.0009
Si 2.6611 5.4357 27.1096 -0.005 -0.0065 -0.0014
Si 8.1836 5.3888 27.1345 -0.0034 0.0013 -0.007
Si 0.0031 8.1708 27.1348 -0.0068 -0.0016 -0.0013
Si 5.5037 8.1618 27.1714 0.0007 0.0035 -0.0025
Si 4.0859 1.3387 28.4993 -0.0072 -0.0048 0.0028
Si 9.5406 1.336 28.5059 0.0027 0.0062 0.0015
Si 1.3873 4.0773 28.5652 -0.0089 0.0009 -0.0046
Si 6.8088 4.0702 28.5272 -0.0016 0.0003 -0.0032
Si 4.087 6.788 28.4848 0.0006 0.0073 0.0021
Si 9.5548 6.7919 28.4868 -0.0039 0.0029 0.0016
Si 1.2977 9.4872 28.6247 0.0067 0.0091 -0.008
Si 6.8207 9.5424 28.5634 -0.002 0.002 -0.0052
Si -0.0292 -0.0014 29.9146 -0.0069 0.0013 0.0043
Si 5.4607 -0.0014 29.8971 0.002 0.0029 -0.0005
Si 2.7623 2.7175 29.9039 0.0029 -0.0007 -0.0003
Si 8.1971 2.7221 29.8881 0.003 -0.0041 0.0013
Si -0.0044 5.4588 29.8917 0.0041 -0.0005 -0.0002
Si 5.4633 5.4587 29.8888 -0.0024 0.0007 0.0021
Si 2.754 8.1615 29.9055 -0.0002 -0.0064 0.0049
Si 8.2223 8.1831 29.8903 0.0026 0.001 -0.002
Si 1.3673 1.3673 31.2657 0.0773 0.0696 -0.0768
Si 6.8362 1.3673 31.2657 0.0213 0.0057 -0.0311
Si 4.1018 4.1018 31.2657 0.0688 -0.0455 0.0545
Si 9.5708 4.1018 31.2657 -0.1006 -0.0894 -0.091
Si 1.3673 6.8362 31.2657 0.0231 -0.1359 0.0207
Si 6.8362 6.8362 31.2657 0.0243 0.0041 -0.1246
Si 4.1018 9.5708 31.2657 -0.0355 -0.0311 -0.0394
Si 9.5708 9.5708 31.2657 -0.188 -0.1203 0.1208
Si 2.7345 0 0.6835 0.0227 0.0064 0.0118
Si 8.2035 0 0.6835 -0.0047 0.01 -0.0809
Si 0 2.7345 0.6835 0.0892 0.0634 0.0479
Si 5.469 2.7345 0.6835 0.0299 0.0128 0.074
Si 2.7345 5.469 0.6835 -0.0192 -0.068 -0.0463
Si 8.2035 5.469 0.6835 0.0727 0.0694 -0.0107
Si 0 8.2035 0.6835 0.0924 0.0666 0.089
Si 5.469 8.2035 0.6835 0.0917 0.0603 0.0864
Si 4.119 1.3543 2.0621 0.0044 0.0027 0.011
Si 9.6111 1.3343 2.0444 0.0007 -0.0011 -0.007
Si 1.3716 4.1181 2.0568 -0.0047 -0.0012 0.0037
Si 6.8454 4.1125 2.038 0.0011 0.0002 -0.0026
Si 4.1001 6.8351 2.0464 -0.0021 0.0022 -0.0078
Si 9.6038 6.8178 2.0629 -0.0006 -0.0004 0.0109
Si 1.3691 9.5922 2.055 -0.0048 0.0063 -0.0047
Si 6.8502 9.5876 2.0486 -0.0003 0.0103 0.0005
Si 0.0491 0.0204 3.4811 0.0046 -0.0087 -0.0015
Si 5.4995 0.0003 3.4535 0.0008 -0.0087 -0.0024
Si 2.7337 2.7371 3.397 -0.0136 0.0013 0.0026
Si 8.2773 2.7616 3.3385 -0.0121 0.0017 0.0104
Si 0.0694 5.5078 3.4843 -0.002 -0.0055 -0.0064
Si 5.4992 5.4993 3.4091 -0.002 0.0033 0.0148
Si 2.7421 8.2302 3.3947 0.0033 -0.0001 0.0034
Si 8.2928 8.273 3.3801 -0.0048 0.0072 -0.0012
Si 1.4102 1.4178 4.8577 0.0064 -0.0037 -0.002
Si 6.9495 1.4215 4.708 0.0114 0.0131 -0.0028
Si 4.0777 4.125 4.7343 0.0437 -0.0192 -0.0039
Si 9.6484 4.0524 4.7658 -0.0064 -0.0062 -0.001
Si 1.4134 6.9612 4.872 0.0058 0.0158 -0.0041
Si 6.8926 6.9575 4.6929 0.0116 -0.0332 -0.0167
Si 4.1148 9.5251 4.7994 -0.0112 0.0056 -0.0136
Si 9.6691 9.5545 4.8646 -0.0009 0.0136 -0.0016
Si 2.7737 -0.0207 6.1654 -0.0097 0.0043 0.0128
Si 8.3197 0.079 6.1055 -0.0223 -0.0153 0.0027
Si 0.0752 2.796 6.3003 0.0071 0.0153 -0.0043
Si 5.535 2.7719 6.0188 -0.0069 0.0232 0.0091
Si 2.8919 5.6488 6.15 -0.117 -0.022 -0.0286
Si 8.3144 5.5728 5.9373 -0.0074 0.0035 0.0099
Si 0.0977 8.2976 6.4287 -0.0071 -0.0132 0.007
Si 5.488 8.1798 6.1972 0.0171 0.0955 -0.0215
Si 4.4482 1.1361 7.306 0.0023 0.0018 -0.0134
Si 9.8504 1.1453 7.6389 -0.0019 0.0002 0.0058
Si 1.2561 4.5369 7.4782 -0.0245 -0.0413 0.0228
Si 6.6794 4.475 7.1536 0.038 -0.0598 -0.0145
B 4.6506 6.4489 6.9169 0.1059 -0.1087 0.0445
Si 9.7491 6.6011 7.5191 -0.0047 0.0037 -0.0048
Si 1.3429 9.9235 7.8245 0.0063 0.0363 -0.0099
Si 6.7141 9.8818 7.3822 0.0477 0.037 0.0152
O 9.5776 1.2762 23.9809 -0.0053 -0.0027 -0.0016
O 4.0923 6.8339 23.9343 -0.0017 -0.0024 -0.0018
O 3.9975 1.2734 24.0228 0.0012 0.0018 -0.0014
O 9.5336 6.7359 23.895 0.0009 0.0014 -0.0018
O 0.0198 5.5408 8.0038 0.0144 -0.0033 -0.0067
O 5.583 0.0627 7.8781 -0.0011 -0.0108 0.0088
O 0.1155 0.0963 8.2072 -0.0241 0.0062 0.0002
O 5.4875 5.5936 7.5679 -0.0717 0.0778 -0.0062
O 7.4756 3.992 8.4922 -0.0135 0.0121 -0.02
O 8.7146 7.0041 8.7748 -0.0009 -0.0047 -0.0046
O 2.2699 9.4343 9.1521 0.0027 -0.0129 0.0028
O 8.8899 1.7277 8.893 0.0085 -0.0152 0.0029
O 7.6366 9.4373 8.6805 -0.0179 0.0106 -0.0216
O 3.6501 1.7923 8.5833 -0.001 0.0038 -0.0062
O 2.0986 3.9999 8.7978 -0.0053 0.0147 -0.0053
O 8.134 3.5259 23.3531 -0.0017 -0.0001 -0.0008
O 0.4484 4.9714 22.9556 0.0006 0.0018 -0.0001
O 1.8464 2.7473 23.2501 0.0003 0.001 -0.0004
O 5.8189 4.941 23.1128 -0.0005 -0.0003 -0.0012
O 5.5431 10.0524 23.4973 -0.0009 0.0003 -0.0014
O 2.418 8.7148 23.0055 -0.0008 -0.0003 0.0002
O 0.1668 10.0993 23.0979 -0.0019 0.0001 -0.0015
O 7.794 8.6216 23.0725 0.0001 0.0013 0.0021
Si 8.5953 7.7511 18.4108 -0.0017 0.0008 -0.0034
Si 8.6385 6.3502 13.6741 -0.0012 0.0024 -0.0016
Si 3.6687 1.5594 14.7366 -0.0019 0.0015 -0.0003
Si 2.0389 5.7991 17.6609 -0.0024 0.0004 -0.0031
Si 2.4 3.1913 19.5014 -0.0015 0.0007 -0.0025
Si 9.628 9.0188 12.1568 -0.0014 -0.0013 0.004
Si 1.2951 9.457 22.0787 -0.0024 0.0011 -0.0013
Si 9.0162 0.9773 13.1798 -0.0031 0.0005 -0.0025
Si 1.4331 5.1926 12.9083 -0.005 -0.0015 0.0008
Si 1.6901 8.4572 12.8549 -0.0048 -0.0011 -0.0003
Si 6.6633 9.6052 22.4229 -0.0014 0.0014 -0.0035
Si 4.4 4.6196 15.7201 -0.0021 -0.0001 -0.002
Si 8.1672 3.0309 9.5876 0.0009 0.0016 0.0153
Si 0.7718 8.3047 19.266 -0.0026 0.0008 -0.0021
Si 6.9437 1.3937 21.0732 -0.0018 0.001 -0.0023
Si 8.1484 8.2585 9.6775 -0.007 -0.0085 0.0143
Si 10.8613 5.2791 15.5833 0.0017 -0.0079 -0.0036
Si 7.4338 9.4977 16.2713 -0.0021 0.0003 -0.0032
Si 9.9043 2.1412 20.249 -0.0009 0.0001 -0.0022
B 3.0258 9.1313 10.2995 0.0041 -0.0049 0.0067
Si 6.637 3.4296 17.4028 -0.0024 0.0003 -0.0025
Si 1.1304 0.2637 19.8067 -0.0015 0.0014 -0.0016
Si 3.1719 2.8291 12.2658 -0.0046 0.0022 0.0032
Si 7.1799 5.4478 19.6869 -0.0015 0.0008 -0.0022
Si 5.5453 8.5983 11.4694 -0.0002 0.0011 -0.0008
Si 5.6669 6.032 13.2041 0.0006 -0.0001 0.0006
Si 4.5352 9.744 17.6579 -0.0014 0.0018 -0.0019
Si 1.0058 3.6349 22.173 -0.0008 -0.0007 -0.0025
Si 4.8824 1.5364 18.7955 -0.002 0.0002 -0.0029
Si 3.2175 3.0558 9.492 -0.0025 -0.0075 0.0048
Si 6.2774 10.7837 13.7246 0.0004 0.0015 -0.0008
Si 10.1952 0.1402 15.9679 -0.003 0.0006 -0.0012
Si 5.637 3.6154 11.1658 0.0055 -0.0009 0.0021
Si 9.7546 3.9253 11.9235 -0.0014 -0.001 0.0001
Si 2.2033 9.9787 15.6341 -0.0024 0.0014 -0.0009
Si 6.0293 8.1753 19.8076 -0.0013 0.0006 -0.0034
Si 6.927 4.0096 22.3713 -0.0007 0.0009 -0.0019
Si 9.7128 2.8429 17.3115 0.0009 0.0063 -0.011
O 7.0515 6.321 14.0314 -0.003 -0.0003 0.0011
O 1.8207 7.1127 18.7079 -0.0021 0.0008 0.0003
O 10.3768 3.9561 16.3562 -0.0031 -0.0002 0.0021
O 6.042 9.9509 17.0195 -0.0039 0.0004 0.0016
O 9.9834 0.7227 14.4624 -0.0017 0.0006 0.0021
O 8.4002 6.1704 18.8464 -0.0025 0.0008 0.001
O 5.0076 0.6558 14.3923 -0.0028 0.0005 -0.0006
O 5.7374 2.0805 17.5244 -0.0005 0.0022 0.0006
O 8.3184 2.0106 20.5002 -0.0015 0.0013 0.0009
O 1.9269 4.352 18.4404 -0.0015 0 0.0015
O 6.9466 2.7577 10.6672 -0.006 0.0016 -0.001
O 4.8084 2.6781 12.2162 -0.0034 0.0011 -0.0012
O 5.8995 4.4551 16.3715 -0.0003 -0.0002 0.0017
O 4.5764 3.9011 9.9219 -0.0039 0.0046 -0.0013
O 10.6647 2.8599 21.5054 -0.0006 0.0013 0.0013
O 9.6244 6.1699 14.9805 0.0001 -0.0019 0.0019
O 5.9706 6.5396 19.8496 -0.0015 0.0005 0.0008
O 4.038 0.2382 18.2882 -0.0012 0.0004 0.001
O 9.1137 10.5663 12.252 -0.0039 0.0039 0.0005
O 2.8124 4.3985 12.575 -0.0016 0.0002 -0.0015
O 1.8689 10.745 21.213 -0.001 -0.0001 0.0013
O 3.9795 2.7906 19.3457 -0.0023 0.0017 0.0009
O 0.5829 10.084 16.006 -0.0029 0.0009 0.0007
O 1.2283 9.8559 18.8416 -0.0016 0.0008 0.0008
O 1.6964 1.7137 19.2824 -0.0022 0.0008 0.0006
O 8.7768 10.4194 16.4642 -0.0007 0.001 -0.0003
O 4.7954 8.6395 18.838 -0.0006 0.0002 0.0014
O 9.4533 8.6777 10.57 0.0017 0.0003 -0.0013
O 6.69 4.1466 18.8602 -0.0019 0.001 0.0013
O 2.7194 1.7945 13.4141 0.0002 0.0002 -0.0005
O 5.8218 8.8173 21.2787 -0.0019 0.0013 0.0023
O 2.5303 2.4113 10.8327 -0.0047 0.0004 0.002
O 7.5979 4.8963 21.1667 -0.0021 0.0001 0.0015
O 5.0769 7.4114 12.5163 -0.0029 0.0005 -0.001
O 0.1879 9.0284 12.7387 0.0007 -0.0006 0.0018
O 7.408 1.0312 13.5118 -0.0021 0.0011 0.0004
O 6.9559 9.6193 14.6976 -0.0018 0.0003 0.0021
O 8.8808 5.0468 12.7183 -0.0033 0.0019 0.0007
O 8.0027 8.0532 16.8795 -0.0012 0.0001 0.002
O 6.2094 2.6096 21.897 -0.0016 0.0003 0.001
O 2.3241 9.0976 14.2338 -0.0008 0.0005 0.0006
O 0.3361 4.5249 11.8951 0.0022 0.0028 0.0029
O 0.7438 8.3699 20.9363 -0.001 0.001 0.0016
O 9.3251 3.8685 10.3584 0.005 0.0025 0.0038
O 9.5289 2.406 12.5387 -0.0007 0.0005 0.002
O 7.5586 8.623 19.3559 -0.0028 0.0012 0.001
O 2.431 9.0105 11.527 0.0003 0.0011 -0.0065
O 3.8883 3.0611 15.4068 -0.0023 0.0017 0.0006
O 0.9444 4.8093 14.409 -0.0076 0.0074 0.0056
O 10.0178 3.0837 18.9023 -0.0017 -0.0003 0.0008
O 8.8871 7.8189 12.9972 -0.003 -0.0017 0.0007
O 10.4805 0.615 20.0552 -0.0014 0.0012 0.0009
O 5.9863 4.9971 11.9599 -0.0029 -0.0003 -0.0014
O 8.1182 2.9362 16.9518 0.0035 0.0017 0.0011
O 3.4025 5.5203 16.7143 -0.0029 0.001 0.0016
O 4.4085 8.9293 10.2848 -0.0011 -0.0011 0.004
O 1.6651 6.8098 12.8039 -0.0007 0.0025 -0.0002
O 4.613 5.4705 14.3301 -0.0033 -0.0003 0.0019
O 2.0695 3.882 20.9498 -0.0019 0.001 0.0016
O 10.404 1.4075 16.9664 -0.0052 0.0057 0.0015
O 0.7949 6.1359 16.6517 -0.0036 -0.0044 0.0001
O 7.3529 10.993 21.9053 -0.0014 -0.0004 0.0015
O 5.8968 0.9523 19.9223 -0.0002 0.0008 0.0024
O 5.8528 9.9733 12.3429 -0.0033 -0.0001 0
O 2.7079 0.6001 15.6296 -0.0021 -0.0002 0.0001
O 6.8707 7.9967 10.6851 -0.0022 0.0005 -0.0018
O 10.1782 8.09 18.6684 -0.0009 0.0006 0.0008
O 3.3022 9.2545 16.663 -0.0012 0.0003 0.0013

Results
free energy: -135978.527 eV
free energy less fixed offsets of B -154.04, O -568.88, Si -635.61 eV per atom: -1.847 eV

The program warned: the cutoff lies below the one the program advises for these potential files; the forces do not sum to zero within the program's tolerance; the exchange-correlation potential is rough where the density is thin.
